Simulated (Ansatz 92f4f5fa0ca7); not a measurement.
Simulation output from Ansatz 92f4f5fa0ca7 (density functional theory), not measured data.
Periodic cell of 243 atoms, Si148O89H6, from a study of silicon, its oxide and their interface. The atomic structure is a simulated model.
Doubt: the cutoff is far below the 930 eV that the study's wrapper takes by default for these files, so forces and energies are approximate.
This geometry differs little from another in the collection (a relaxation step or a small displacement).

Settings: functional PBE; potential files Ansatz PAW; basis plane waves; wave-function cutoff 580 eV; density cutoff ratio 5; exchange-correlation grid ratio 1; k mesh 1 x 1 x 1, Gamma-centred; self-consistency stop 5e-08 eV per atom in the density residual; occupations fixed; spin none; net charge 0.

Cell vectors (angstrom)
a 11.6015 0 0
b 0 10.938 0
c 0 0 32.9099

Atoms and the computed forces on them: element, x, y, z (angstrom), force x, y, z (eV/angstrom)
Si 0.2055 -0.1183 24.3449 0.005 -0.0079 -0.0076
Si 3.8316 0.0661 24.2098 0.0083 -0.0074 -0.0075
Si 7.8458 0.0774 24.0784 0.0066 -0.0085 -0.005
Si 1.8851 1.4681 24.2795 -0.0046 0.0028 -0.006
Si 5.7888 1.3472 24.1774 -0.0076 0.0007 -0.0054
Si 9.8683 1.2812 24.2697 -0.0029 0.007 -0.003
Si 0.0589 5.4922 24.0826 -0.0026 -0.0063 -0.0087
Si 4.0021 5.3983 24.366 -0.0004 -0.0078 -0.0043
Si 7.814 5.6192 24.2519 -0.0001 -0.0068 -0.0058
Si 2.1017 6.7034 24.1341 0.0039 -0.0027 -0.0009
Si 5.8278 6.8807 24.3415 0.0008 0.0043 -0.0022
Si 9.77 6.9246 24.255 -0.0022 0.0056 -0.0081
Si 1.9964 2.8098 26.1886 0.0006 0.0039 0.0042
Si 5.9182 2.6791 26.1509 0.0029 0.0024 0.0031
Si 9.7743 2.7165 26.1665 0.0031 0.0032 0.0034
Si 0.0593 4.1645 26.109 -0.0011 -0.005 0.0042
Si 3.9915 4.0395 26.2425 -0.0005 -0.0017 -0.0069
Si 7.8303 4.0855 26.092 0.0006 -0.0038 0.0044
Si 1.9774 8.1301 26.0837 -0.0009 0.0052 0.0093
Si 5.8198 8.3027 26.1888 0.002 -0.0003 -0.0011
Si 9.6829 8.2208 26.2119 -0.0019 0.0042 0.0022
Si 0.0554 9.4742 26.2273 -0.0022 -0.0032 0.0027
Si 3.8374 9.5996 26.1321 -0.0046 -0.0004 -0.0016
Si 7.7728 9.6487 26.0895 0.0014 -0.0027 0.0037
Si 0.0431 0.0042 28.0874 0.0017 -0.0005 -0.0045
Si 3.8779 0.0088 28.0738 0.0028 0.0017 -0.0046
Si 7.7797 0.0033 28.0753 0.005 -0.0017 -0.0044
Si 1.9569 1.3834 28.0774 -0.0032 -0.0017 -0.0043
Si 5.8449 1.3402 28.0898 -0.0021 -0.0023 -0.007
Si 9.7123 1.3638 28.0968 -0.0039 -0.0004 -0.0029
Si 0.0268 5.4894 28.0728 -0.0034 0.002 -0.004
Si 3.9275 5.4774 28.1017 -0.0047 0.0056 -0.0005
Si 7.7563 5.4536 28.0534 -0.001 0.0009 -0.0054
Si 1.9806 6.8168 28.0614 0.0025 -0.0032 -0.0097
Si 5.8415 6.8639 28.0755 0.0039 -0.0019 -0.0036
Si 9.6753 6.8189 28.1029 0.0034 -0.0004 -0.004
Si 1.9336 2.7345 30.0107 0.0032 0.0058 -0.0064
Si 5.8008 2.7345 30.0107 0.0167 -0.0033 0.0082
Si 9.6679 2.7345 30.0107 0.0473 0.0389 0.1098
Si 0 4.1018 30.0107 0.0222 -0.0449 -0.0928
Si 3.8672 4.1018 30.0107 0.068 -0.0019 0.118
Si 7.7343 4.1018 30.0107 -0.0298 -0.0367 -0.1104
Si 1.9336 8.2035 30.0107 0.0483 -0.0115 -0.1734
Si 5.8008 8.2035 30.0107 0.0787 0.03 0.0764
Si 9.6679 8.2035 30.0107 -0.0283 0.0625 0.1144
Si 0 9.5708 30.0107 0.0503 -0.0406 0.0458
Si 3.8672 9.5708 30.0107 0.0013 0.0256 -0.0562
Si 7.7343 9.5708 30.0107 0.0551 -0.0546 -0.0292
Si 0 0 31.9443 -0.0024 0.0607 0.0165
Si 3.8672 0 31.9443 -0.0175 0.0275 0.0004
Si 7.7343 0 31.9443 0.0115 0.073 -0.0081
Si 1.9336 1.3673 31.9443 -0.0023 0.1163 -0.1098
Si 5.8008 1.3673 31.9443 0.007 -0.0754 0.0011
Si 9.6679 1.3673 31.9443 -0.0196 -0.0223 0.0141
Si 0 5.469 31.9443 -0.0002 0.1573 0.0361
Si 3.8672 5.469 31.9443 -0.0015 -0.0329 -0.0086
Si 7.7343 5.469 31.9443 -0.0067 0.0529 -0.0249
Si 1.9336 6.8362 31.9443 0.0049 -0.0772 -0.0036
Si 5.8008 6.8362 31.9443 0.0032 0.0076 0.0079
Si 9.6679 6.8362 31.9443 -0.0064 -0.1207 0.0839
Si 1.9336 2.7345 0.9679 -0.0491 -0.0185 -0.5981
Si 5.8008 2.7345 0.9679 -0.0161 -0.0516 0.2136
Si 9.6679 2.7345 0.9679 0.0085 -0.0063 -0.1411
Si 0 4.1018 0.9679 -0.1398 -0.0099 0.4776
Si 3.8672 4.1018 0.9679 -0.0547 -0.0024 0.0316
Si 7.7343 4.1018 0.9679 0.0611 -0.0081 0.0719
Si 1.9336 8.2035 0.9679 -0.1049 0.0537 0.0789
Si 5.8008 8.2035 0.9679 -0.0074 0.0989 -0.1081
Si 9.6679 8.2035 0.9679 -0.0161 -0.0027 0.4102
Si 0 9.5708 0.9679 -0.1111 -0.1038 -0.0928
Si 3.8672 9.5708 0.9679 0.0347 -0.0442 -0.1399
Si 7.7343 9.5708 0.9679 0.0036 0.0417 -0.0345
Si -0.0649 -0.035 2.9079 0.003 0.0015 0.0019
Si 3.8323 -0.0099 2.8894 -0.0008 0.0021 0.0045
Si 7.7226 0 2.9084 0.0025 -0.0004 0.0033
Si 1.8722 1.3087 2.7873 -0.0023 0.0003 -0.0014
Si 5.7702 1.3637 2.9391 0.001 -0.0013 0.005
Si 9.6483 1.3841 2.9003 -0.0021 -0.0016 0.0049
Si -0.0733 5.4753 2.9799 0.0011 0.0031 0.0053
Si 3.8259 5.5056 2.8726 -0.0008 0.0014 0.0057
Si 7.7018 5.4822 2.9002 0.0007 -0.0011 0.0078
Si 1.8549 6.8154 2.8939 0.0016 -0.0012 0.0067
Si 5.7768 6.8225 2.8645 -0.0013 -0.0027 -0.0006
Si 9.618 6.8781 3.002 0.0021 -0.0028 0.0029
Si 1.8385 2.827 4.5372 0.0038 -0.0018 0.0063
Si 5.714 2.7648 4.8749 -0.0028 0.0054 -0.0053
Si 9.6383 2.8473 4.7687 0.003 0.0017 0.0006
Si -0.0249 4.1936 5.0275 -0.0023 -0.0047 -0.0059
Si 3.7932 4.1481 4.7829 0.0001 -0.0036 -0.0034
Si 7.6726 4.1298 4.8356 0.0002 -0.0033 -0.0039
Si 1.8121 8.1366 4.8492 -0.0102 -0.0003 -0.0064
Si 5.7798 8.1654 4.7843 0.0002 0.0018 0.0018
Si 9.632 8.1335 5.0927 -0.0016 -0.0011 -0.0003
Si -0.0876 9.5661 4.8787 0.0046 -0.0044 -0.0019
Si 3.7893 9.4098 4.7116 0.0052 -0.0002 -0.0045
Si 7.6781 9.5666 4.8457 0.0041 0.0017 -0.0043
Si -0.1629 0.1667 6.6867 0.006 -0.0054 0.0044
Si 3.6398 -0.0959 6.4983 -0.0013 -0.0058 0.0039
Si 7.5204 0.1551 6.6728 -0.0071 -0.0081 0.0027
Si 1.8287 1.361 6.2995 -0.0075 0.0099 -0.0135
Si 5.4269 1.3729 6.8064 0.0088 0.0031 0.0022
Si 9.466 1.5019 6.6407 0.0018 0.0098 -0.0012
Si 0.1442 5.3267 7.3312 0.0024 -0.01 0.014
Si 3.8421 5.537 6.7395 0.0007 -0.0031 0.0007
Si 7.6946 5.4182 6.823 0.0027 -0.0059 0.0038
Si 1.9025 6.8805 6.893 0.006 0.0055 0.0046
Si 5.8146 6.8285 6.7189 -0.0063 0.0084 0.0085
Si 9.6811 6.6546 7.2136 -0.0018 0.0049 -0.0029
H 7.4423 4.4955 7.9788 0.001 0.0013 -0.0023
H 5.7841 7.7293 7.9167 0.0012 -0.0033 -0.0057
H 11.5386 10.3222 7.9574 -0.0004 0.0002 -0.0037
O 4.7848 2.1552 8.1914 0.0004 -0.0032 -0.0023
O 1.9188 7.9625 8.1769 -0.0017 -0.0053 -0.0037
O 9.4658 7.4511 8.6717 -0.0003 -0.0008 -0.0015
O 12.0843 4.5184 8.8153 0.0004 0.0027 -0.0135
O 7.7795 10.0635 7.9674 0.001 0.0007 -0.0004
O 3.4726 10.1449 8.002 0.0019 0 0.0008
O 4.2139 -2.373 12.5293 0.0007 -0.0023 -0.0025
O 3.0108 6.4817 11.4161 0.0008 -0.0019 -0.0022
O 9.3882 2.5176 7.9921 -0.0001 -0.0009 -0.0024
H 4.0185 4.6005 23.1015 -0.0005 0.0026 0.0035
H 3.8356 10.1562 22.9756 -0.0001 0.0041 0.0047
H 5.7451 7.7292 23.1113 0.0002 -0.0002 0.001
O 2.5822 7.359 22.6696 0.0027 0.0012 -0.0057
O 9.7772 7.9885 22.9658 0.0007 -0.0031 -0.0012
O 12.3931 10.0393 22.9534 -0.0015 0.0028 0.0041
O 7.8264 4.8755 22.7526 -0.0005 0.0012 0.0011
O 10.1808 2.3244 23.0039 -0.0008 -0.0025 -0.0003
O 8.0387 10.0282 22.7327 -0.0003 0.0023 -0.0001
O 5.3929 2.4208 22.9519 0.0017 0.0004 -0.0031
O 1.344 2.2951 22.9004 0.0014 -0.0019 -0.0003
O 11.581 4.5582 22.6843 0.0009 0.0103 0.0064
Si 12.5215 3.3274 9.9263 0.0011 0.0003 0.0007
Si 9.1748 -1.8076 21.9723 0.0015 -0.0004 -0.0094
Si 7.2059 -3.0702 20.0315 0.0049 0.0034 0.0047
Si 3.4522 2.6834 19.072 0.0011 0.0007 0.0001
Si 9.7099 13.0046 9.5363 -0.0025 0.0002 0.0051
Si -2.0985 8.1467 10.1482 0.0029 0.0013 0.0019
Si 5.4661 2.6671 21.3514 0.0004 -0.0005 0.0024
Si 1.1591 0.4956 18.8233 0 -0.0051 -0.0008
Si 7.5172 1.5626 19.5021 -0.0037 -0.003 0.0006
Si 6.0937 10.6092 15.1388 0.0022 -0.0027 -0.003
Si 11.555 -4.1519 17.225 -0.0003 0.0001 -0.003
Si 11.5403 2.9534 22.3416 -0.0024 -0.0044 -0.0059
Si 15.8199 7.5789 11.2138 0.0017 0.0018 -0.0005
Si 4.5758 9.1783 19.524 0.0004 -0.0029 -0.0024
Si 10.4749 6.0306 12.1022 -0.0001 -0.0001 0.0022
Si 8.549 3.76 11.9114 -0.0009 -0.0034 0.0014
Si 0.4332 5.6567 14.4131 0.0013 -0.0009 0.0004
Si -1.147 13.0649 19.5018 0.0027 -0.0028 0.0022
Si 5.2976 0.6333 17.9916 -0.0008 -0.0011 -0.0042
Si 1.4594 -7.8773 13.0451 -0.0003 -0.0018 0.0019
Si 8.566 15.0483 18.7506 -0.0024 0.0028 -0.0007
Si 6.5463 7.5205 15.0879 0.002 0.0009 0.0015
Si 7.9674 -0.4031 9.5151 0.0005 0.0008 -0.0008
Si 0.5813 9.5222 11.1025 0.0001 0.0004 0.0003
Si 8.4175 6.6958 17.3805 0.003 0.0011 -0.0044
Si 1.1273 0.0517 13.5192 0.0003 -0.0027 0.0036
Si 13.0731 -1.4932 16.3143 -0.0006 -0.0017 -0.0038
Si 13.9578 5.716 18.6662 -0.0005 0.001 -0.0035
Si 3.9111 7.653 16.826 0.0006 -0.0016 -0.0027
Si 3.4058 3.0453 8.3787 0.0028 -0.0055 -0.002
Si 4.6671 3.2445 12.6952 0.0016 0.0003 0.0026
Si 17.4361 0.9986 11.145 0.0007 -0.0014 -0.0001
Si 7.2662 5.1219 21.2506 -0.0043 -0.0008 -0.0031
Si 7.0744 1.8219 13.624 0.0011 -0.0014 0.0049
Si 6.1825 5.8286 12.3637 0.0028 0.0009 0.0047
Si 4.1055 -0.7618 12.7307 0.0007 0.0017 0.004
Si 2.7367 9.1155 9.0015 0.0034 0.0002 0.0074
Si 1.6258 6.8487 12.1739 0.0014 0.0008 0.0039
Si 13.9843 7.6691 21.0887 0.0003 -0.0017 -0.0026
Si 0.4021 9.7704 21.384 -0.0021 -0.0006 -0.0015
O -0.2204 2.6524 20.744 -0.0006 -0.0003 -0.0048
O 6.5985 6.7404 13.6533 -0.0003 -0.0028 -0.0046
O 3.9431 8.4019 9.8487 -0.0017 -0.0001 -0.0037
O -4.0998 7.4686 18.4834 -0.0011 -0.0005 0.0012
O 0.7874 4.1117 14.0898 0.0012 0.0002 -0.0021
O 6.8744 11.4366 18.4528 0.001 0.0004 -0.0003
O 4.6499 2.1479 18.0519 -0.0005 0.0002 -0.001
O 8.2441 5.0886 17.5206 0.0006 -0.0017 -0.0005
O 1.1392 10.7389 20.3026 0 -0.0001 -0.0032
O -0.3336 1.0935 18.5514 -0.0018 0.0022 0.0012
O 3.1014 3.0131 13.0434 0 -0.0012 -0.0019
O 17.5821 15.1054 21.0115 0.0069 0.0043 -0.0006
O 0.9301 1.6519 13.6757 0.0014 0.0024 -0.0018
O 5.2802 10.9 16.5165 -0.0001 0.0007 0.0021
O 6.056 -1.9372 20.1614 0.0059 -0.0071 0.0003
O 8.7025 2.8835 10.5416 0.0016 -0.0026 -0.0034
O 4.9309 4.845 12.712 0.0005 -0.0014 -0.0023
O 1.6923 6.5101 13.7768 0.0004 -0.0009 -0.0026
O 3.0811 6.3452 17.333 0.0009 0 -0.0003
O 2.1711 12.6769 18.8767 0.0013 0.0013 -0.0011
O 0.1354 10.6093 12.2476 -0.0002 -0.0008 -0.0039
O 0.3646 6.1138 11.4237 -0.0009 -0.001 -0.0023
O 6.5578 1.569 20.8203 0.0007 0.0005 -0.0028
O 7.8611 7.0256 15.9029 0.0006 -0.0022 0.001
O 14.5465 -2.1891 16.0701 0.0017 -0.0006 -0.0014
O 1.6981 9.9481 9.9739 0.0017 -0.0019 -0.0034
O 5.1147 7.2049 15.822 0.0003 0.0001 -0.0011
O 12.0615 -2.6704 16.7879 -0.0005 -0.0032 -0.0009
O 8.2186 9.1527 10.3561 0.0024 -0.0013 -0.0018
O 6.6363 0.5137 9.812 0.0006 -0.0002 -0.0003
O 13.8236 2.5962 7.3541 0.0006 0.0015 0.0012
O 4.3766 -0.219 19.0453 -0.0004 0.0005 -0.0008
O 11.7887 -5.1773 15.9897 0.0007 0.0028 0.0019
O 8.5004 4.8401 20.2165 -0.0024 -0.001 -0.0023
O 9.3213 0.4918 9.7099 0.0014 0.0001 -0.0009
O 6.9729 11.7929 12.3081 0.0012 -0.0006 -0.002
O -3.0279 8.4473 20.6427 -0.0091 -0.0008 0.0012
O 3.8323 4.6016 8.1334 0.0017 0.0065 -0.0031
O 10.6768 6.2896 13.7054 0.0009 0.0002 -0.0018
O 1.5711 -0.4637 17.5761 0.0005 0.0024 0.0017
O 15.0514 8.8247 20.6363 0.0003 -0.0009 -0.002
O 7.2531 11.7678 14.9105 0.0005 0 -0.0014
O 7.3867 4.8967 11.7869 -0.0004 -0.0006 -0.001
O 10.3969 -0.9155 21.3585 -0.0025 -0.0026 0.0023
O 9.0675 1.3495 19.9585 0.0034 0.001 -0.0034
O 10.0396 14.3698 18.6044 0.0011 -0.0037 -0.001
O 5.6576 2.6224 13.8518 0.0001 -0.0001 -0.0033
O 4.0152 2.5577 20.6113 0.0003 -0.0011 -0.0033
O 6.7618 -1.8 15.0183 -0.0012 0.0001 -0.0013
O 2.9054 4.1851 18.7379 0.0015 -0.0038 -0.0009
O 9.4429 7.0466 11.361 0.0008 -0.0019 0.0004
O 2.6815 6.3837 20.1289 0.0011 0.0014 0.0034
O 6.7043 6.6149 20.9459 0.0096 0.0015 -0.0045
O 12.3571 6.0504 18.4547 -0.0012 -0.0008 -0.0028
O 9.9928 -3.9144 17.603 0.0005 -0.0027 -0.002
O 9.9706 4.5055 11.9987 0.0024 0.0011 -0.0009
O 5.175 2.5142 11.2771 -0.0003 0 -0.0017
O 8.2919 2.8644 13.2725 0 0.0001 -0.0014
O 7.4082 13.9164 18.7016 0.0019 -0.0011 -0.0007
O -0.7072 8.9779 10.2913 0.0007 -0.0013 -0.0007
O 5.6586 6.8183 11.1632 0.0011 -0.002 -0.0023
O 12.4558 8.2533 20.9436 0.0014 0.0003 -0.0012
O 4.6283 10.8742 11.3566 0.0021 0.0001 -0.0021
O 4.9636 10.6932 13.9881 0.0001 -0.002 -0.0025
O 12.9171 8.4194 12.0391 0.0007 -0.0024 -0.0009
O 0.9308 3.4846 11.5629 0.0005 0.0006 -0.0023
O 2.6181 -0.2446 12.9918 -0.0003 -0.0018 -0.0021
O 12.5258 -0.74 14.9532 0.0014 0 -0.0016
O 4.5325 8.2534 18.197 0.0008 0.0004 0.0009
O 11.3279 2.1963 9.7533 0.0027 0.0023 -0.0023
O 14.1268 2.9312 9.7614 -0.006 0.0015 0.0045

Results
free energy: -144793.519 eV
free energy less fixed offsets of H -15.97, O -568.88, Si -635.61 eV per atom: 2.901 eV

The program warned: the cutoff lies below the one the program advises for these potential files; the forces do not sum to zero within the program's tolerance; the exchange-correlation potential is rough where the density is thin.
